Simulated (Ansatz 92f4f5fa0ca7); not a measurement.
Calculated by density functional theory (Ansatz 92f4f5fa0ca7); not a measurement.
Periodic cell of 237 atoms, Si147O90, from a study of silicon, its oxide and their interface. The atomic structure is a simulated model.
Doubt: the cutoff is far below the 930 eV that the study's wrapper takes by default for these files, so forces and energies are approximate.
This geometry differs little from another in the collection (a relaxation step or a small displacement).

Settings: functional PBE; potential files Ansatz PAW; basis plane waves; wave-function cutoff 580 eV; density cutoff ratio 5; exchange-correlation grid ratio 1; k mesh 1 x 1 x 1, Gamma-centred; self-consistency stop 5e-08 eV per atom in the density residual; occupations fixed; spin none; net charge 0.

Cell vectors (angstrom)
a  11.6015  0  0
b  0  10.938  0
c  0  0  32.9071

Atoms: element, x, y, z (angstrom)
Si  -0.1301  -0.0175  24.1393
Si  3.8535  0.1088  24.2938
Si  7.4371  -0.0811  24.3834
Si  1.835  1.3181  24.1863
Si  5.7333  1.5481  24.4301
Si  9.4024  1.1392  24.0449
Si  0.0309  5.2204  24.2074
Si  3.7391  5.7645  24.2202
Si  7.5466  5.677  24.1276
Si  1.7113  6.8799  24.4712
Si  5.6839  7.0832  24.2894
Si  9.7572  6.6817  24.0501
Si  1.8989  2.6793  26.1436
Si  5.7452  2.9274  26.2658
Si  9.5343  2.6634  25.9927
Si  -0.0818  3.9382  26.147
Si  3.7628  4.1715  26.0658
Si  7.7179  4.2166  26.0727
Si  1.8272  8.2939  26.3111
Si  5.6896  8.3107  26.2678
Si  9.6184  8.0963  26.0749
Si  -0.1247  9.5883  26.1397
Si  3.7687  9.6518  26.2221
Si  7.6875  9.4914  26.252
Si  -0.0773  0.0269  28.0661
Si  3.8264  0.0604  28.1274
Si  7.7131  0.0183  28.0985
Si  1.8856  1.3582  28.0918
Si  5.7774  1.3931  28.0802
Si  9.6054  1.3999  28.0329
Si  -0.0561  5.4227  28.0406
Si  3.8009  5.4771  28.0586
Si  7.7176  5.4893  28.0653
Si  1.8644  6.811  28.1232
Si  5.7472  6.8074  28.0816
Si  9.6475  6.8255  28.0684
Si  1.9336  2.7345  30.0078
Si  5.8008  2.7345  30.0078
Si  9.6679  2.7345  30.0078
Si  0  4.1018  30.0078
Si  3.8672  4.1018  30.0078
Si  7.7343  4.1018  30.0078
Si  1.9336  8.2035  30.0078
Si  5.8008  8.2035  30.0078
Si  9.6679  8.2035  30.0078
Si  0  9.5708  30.0078
Si  3.8672  9.5708  30.0078
Si  7.7343  9.5708  30.0078
Si  0  0  31.9414
Si  3.8672  0  31.9414
Si  7.7343  0  31.9414
Si  1.9336  1.3673  31.9414
Si  5.8008  1.3673  31.9414
Si  9.6679  1.3673  31.9414
Si  0  5.469  31.9414
Si  3.8672  5.469  31.9414
Si  7.7343  5.469  31.9414
Si  1.9336  6.8362  31.9414
Si  5.8008  6.8362  31.9414
Si  9.6679  6.8362  31.9414
Si  1.9336  2.7345  0.9679
Si  5.8008  2.7345  0.9679
Si  9.6679  2.7345  0.9679
Si  0  4.1018  0.9679
Si  3.8672  4.1018  0.9679
Si  7.7343  4.1018  0.9679
Si  1.9336  8.2035  0.9679
Si  5.8008  8.2035  0.9679
Si  9.6679  8.2035  0.9679
Si  0  9.5708  0.9679
Si  3.8672  9.5708  0.9679
Si  7.7343  9.5708  0.9679
Si  0.0582  0.0361  2.8555
Si  3.946  -0.0089  2.9141
Si  7.7754  -0.0253  2.9268
Si  2.0186  1.3414  2.8784
Si  5.8463  1.3534  2.9279
Si  9.7121  1.3454  2.8825
Si  0.0705  5.4731  2.902
Si  3.9013  5.4541  2.9258
Si  7.7484  5.4841  2.8705
Si  1.9966  6.8674  2.9418
Si  5.811  6.829  2.922
Si  9.7178  6.7925  2.8635
Si  2.0321  2.6803  4.8121
Si  5.8388  2.6594  4.9129
Si  9.7292  2.7293  4.7936
Si  0.1314  4.0468  4.7955
Si  3.9542  4.0951  4.8841
Si  7.7573  3.9994  4.6967
Si  2.05  8.3662  4.8272
Si  5.8287  8.1463  4.9041
Si  9.7936  8.1579  4.7704
Si  0.0555  9.6196  4.7586
Si  4.0146  9.6768  4.9326
Si  7.8026  9.4312  4.8045
Si  -0.0338  0.0101  6.7161
Si  3.9688  0.0601  7.0009
Si  7.7824  -0.2006  6.7376
Si  1.9851  1.3238  6.7766
Si  6.0475  1.3589  6.9724
Si  9.614  1.3216  6.6973
Si  0.3582  5.4759  6.6757
Si  3.9354  5.5106  6.838
Si  7.867  5.3871  6.5436
Si  2.1686  7.0483  6.7499
Si  5.9983  6.7948  6.9101
Si  9.8897  6.5951  6.5416
O  6.2447  7.6934  8.3066
O  7.9051  4.5468  7.9771
O  11.2913  9.8111  7.905
O  9.3452  2.2582  8.0572
O  7.7492  9.8873  8.1793
O  9.7676  7.3751  7.9791
O  2.2946  7.8381  8.2357
O  6.6424  2.2412  8.3057
O  0.7015  4.6245  8.086
O  3.8428  10.0096  8.3501
O  9.7679  4.3633  12.3763
O  1.9733  2.29  8.1268
O  1.4065  7.8899  23.1819
O  5.9081  2.4163  23.0164
O  -0.0955  10.0243  22.7292
O  1.9341  2.2853  22.8407
O  3.6082  5.3762  22.6135
O  4.2119  10.1424  22.9398
O  9.1141  1.7416  22.5131
O  5.5287  7.8372  22.7959
O  10.2765  7.6646  22.7873
O  6.8934  4.8994  22.8117
O  6.9684  9.9749  23.0386
O  0.2991  4.3863  22.7641
Si  4.1177  6.5907  13.9971
Si  10.9131  2.202  19.5132
Si  3.6772  4.8047  21.0945
Si  1.1519  3.3127  21.8431
Si  7.5568  4.4603  15.2867
Si  1.7236  0.5309  13.0027
Si  11.4706  7.7259  19.4384
Si  1.2673  13.9213  11.4274
Si  4.1299  8.3978  16.4862
Si  3.1474  12.6451  15.394
Si  13.646  3.8394  8.6276
Si  0.0872  8.4358  22.3963
Si  8.8243  8.9634  18.3381
Si  6.4889  10.5678  19.7883
Si  7.1813  8.7318  9.1839
Si  10.8354  0.2022  17.3093
Si  1.02  8.7319  16.723
Si  9.781  7.2775  9.5892
Si  5.2077  0.2895  16.988
Si  5.5684  9.4162  22.3717
Si  2.8153  9.0554  9.2105
Si  15.1349  8.9052  12.2058
Si  9.7739  2.133  15.1289
Si  8.0478  3.0713  8.6467
Si  8.8655  4.717  11.0628
Si  10.3658  5.1467  18.4893
Si  10.7646  11.8428  11.4901
Si  4.5516  6.113  18.4394
Si  8.1664  11.6968  13.094
Si  5.9536  12.9853  14.6775
Si  11.67  6.0328  15.8565
Si  6.9196  6.1728  12.843
Si  8.3275  1.8237  21.0739
Si  11.5297  20.5776  9.5092
Si  2.8923  4.7409  16.1054
Si  6.5549  9.1715  12.0859
Si  6.3136  3.6203  21.9895
Si  7.6328  6.1554  17.9703
Si  11.0627  4.225  13.3618
O  5.5439  9.6414  20.7552
O  10.8383  3.6023  18.673
O  9.0273  11.77  14.4779
O  8.3906  8.0008  9.9991
O  0.1712  13.3898  20.8714
O  5.1407  9.664  16.5474
O  4.1924  7.6088  17.9075
O  14.1085  -0.8388  12.6073
O  8.7887  5.4092  18.8722
O  9.7907  5.7667  10.1912
O  6.2618  12.0207  15.9927
O  12.4569  4.1227  12.5236
O  5.0366  9.3848  12.6536
O  11.3235  6.0949  19.4239
O  15.1065  8.5439  10.5996
O  1.5191  9.9112  9.7345
O  11.2206  5.479  14.3913
O  0.8928  8.2151  18.2702
O  7.5422  3.2376  21.0017
O  7.1727  7.7599  12.6147
O  7.6332  -1.3323  19.1994
O  11.4591  0.8993  18.6732
O  8.4075  3.3897  10.2087
O  11.7172  11.2499  12.7039
O  7.5954  10.2391  12.7213
O  9.5106  10.1638  17.4541
O  14.7751  18.477  13.0458
O  3.318  5.3343  14.6422
O  10.4698  12.4677  16.449
O  13.6481  3.7749  10.2475
O  7.4468  5.3877  11.5175
O  4.6837  7.4827  15.252
O  3.9832  5.0438  17.3053
O  6.8668  12.6651  13.353
O  4.3772  12.8071  14.3171
O  -2.3738  12.1607  11.9416
O  3.7154  0.9321  16.7324
O  11.8146  7.6644  15.7674
O  2.2703  4.0033  20.8738
O  5.3218  5.9702  13.088
O  1.9841  22.7671  14.5845
O  0.4677  8.2371  20.8426
O  3.8015  5.8798  19.8746
O  8.134  7.6806  17.5741
O  2.6225  3.1488  15.9292
O  13.8121  1.8086  12.0789
O  9.9916  8.3898  19.3088
O  -0.1213  13.1995  10.9053
O  1.4596  16.3671  16.4653
O  -0.9498  10.7484  10.2966
O  7.4093  5.3222  16.6193
O  8.7525  14.3015  15.4564
O  11.9861  10.2269  16.6031
O  3.4458  4.5573  8.1405
O  5.6639  0.3584  18.5649
O  6.3744  9.358  10.4591
O  10.5129  5.6002  16.9228
O  10.9103  2.8015  14.1649
O  14.1751  8.8289  16.2443
O  6.1728  6.0735  18.7115
O  11.0849  8.1555  10.0565
O  9.3971  1.7566  19.8773
O  5.0226  3.8849  21.0366
O  7.7656  5.5554  14.0964
O  6.1796  14.5524  15.0634
O  7.1928  0.7032  20.7809

Results
free energy: -144632.325 eV
free energy less fixed offsets of O -568.88, Si -635.61 eV per atom: 1.545 eV

Forces (eV/angstrom), in the order of the atoms: element, x, y, z
Si  -0.018  0.0516  -0.0031
Si  -0.0214  0.0864  0.0243
Si  -0.0089  0.0699  0.0173
Si  -0.0068  -0.0474  0.0344
Si  -0.0032  -0.0848  -0.0132
Si  0.0293  -0.0012  0.0454
Si  -0.0533  0.0508  0.034
Si  0.0924  0.0541  0.047
Si  0.0616  0.0342  0.0213
Si  -0.0129  -0.0914  -0.0171
Si  -0.037  -0.0686  0.0179
Si  -0.0081  -0.0611  0.0437
Si  0.0257  -0.0581  -0.0127
Si  0.0564  -0.0284  -0.0408
Si  -0.0083  -0.0796  -0.0644
Si  0.0216  0.0532  -0.0243
Si  -0.0452  0.0873  -0.0383
Si  -0.0082  0.0397  -0.0196
Si  0.0169  -0.0664  0.0002
Si  -0.0223  -0.1136  -0.034
Si  -0.0115  -0.082  -0.0497
Si  -0.0328  0.0628  -0.0168
Si  -0.0208  0.0923  -0.0304
Si  0.0755  0.0986  -0.006
Si  0.0124  -0.0676  0.0264
Si  0.0384  -0.0593  0.0266
Si  -0.0195  -0.0419  0.0106
Si  -0.0395  0.0588  0.0076
Si  -0.0062  0.0412  0.0176
Si  0.0018  0.0413  0.0203
Si  0.0029  -0.0405  -0.001
Si  -0.0232  -0.0582  -0.0116
Si  -0.0103  -0.0523  0.0216
Si  -0.0048  0.0357  0.0222
Si  0.0163  0.0709  0.0334
Si  0.0045  0.0455  0.0333
Si  -0.1236  0.0565  0.0657
Si  0.0438  0.0754  0.1613
Si  -0.0508  0.084  -0.1898
Si  -0.0411  -0.0555  -0.0144
Si  -0.0735  -0.0473  -0.179
Si  -0.014  0.0558  -0.0996
Si  -0.1276  0.006  0.2225
Si  -0.0473  -0.0586  -0.0212
Si  0.0731  -0.0098  -0.1046
Si  -0.1197  0.1056  -0.0972
Si  0.0451  -0.0074  0.0613
Si  -0.0377  0.012  0.0751
Si  0.0157  0.016  -0.0423
Si  -0.0227  0.0393  0.0632
Si  0.0044  0.0122  0.0416
Si  -0.0025  -0.0352  0.0035
Si  -0.0121  -0.0565  0.0234
Si  0.0073  -0.0828  -0.0605
Si  -0.0043  0.0695  -0.0581
Si  0.0152  0.0941  0.0037
Si  -0.0044  0.0253  -0.0387
Si  -0.0036  0.0061  0.0821
Si  0.0273  -0.0613  0.0279
Si  -0.0109  -0.018  -0.0287
Si  0.1141  -0.0066  -0.0691
Si  0.1029  -0.0285  0.2326
Si  -0.0411  0.04  0.0051
Si  0.1476  -0.0107  0.0301
Si  -0.0374  -0.0107  0.0875
Si  -0.0346  0.0136  -0.2023
Si  0.082  -0.0449  0.1204
Si  -0.0381  -0.0243  0.1376
Si  0.0379  -0.0326  -0.0792
Si  0.0658  -0.0481  -0.1147
Si  0.0826  -0.0671  0.103
Si  0.0076  -0.0081  0.0902
Si  0.0022  -0.0586  -0.0305
Si  -0.003  -0.0545  0.0006
Si  0.0146  -0.0529  0.0127
Si  -0.0023  0.0688  -0.0173
Si  0.038  0.0483  -0.0531
Si  -0.0123  0.0575  -0.0021
Si  -0.0036  -0.0447  -0.0177
Si  -0.0019  -0.0458  -0.0213
Si  0.0221  -0.0801  -0.0132
Si  -0.0041  0.0462  0.0286
Si  -0.0035  0.0514  -0.0122
Si  0.0005  0.0541  0.0081
Si  0.0576  -0.0551  0.0209
Si  -0.0085  -0.0898  0.0817
Si  0.0546  -0.0979  -0.0305
Si  -0.1205  0.0978  0.0161
Si  -0.0367  0.0806  0.01
Si  -0.0191  0.0951  -0.0198
Si  0.0178  -0.0625  0.0108
Si  0.0186  -0.0925  0.0507
Si  0.0282  -0.0413  -0.0378
Si  -0.0369  0.052  0.0549
Si  -0.0339  0.0936  0.0232
Si  -0.0522  0.0345  0.0011
Si  0.0505  0.1137  -0.0708
Si  0.1127  0.0835  -0.0667
Si  0.0283  0.1172  -0.0063
Si  -0.0484  -0.1069  0.0259
Si  -0.125  -0.0546  -0.0338
Si  -0.0196  -0.1311  -0.0045
Si  0.0978  0.1489  0.0111
Si  0.0655  0.0572  -0.0202
Si  0.0053  0.1021  0.0761
Si  -0.0616  -0.08  -0.0544
Si  -0.0169  -0.0533  -0.0685
Si  -0.0152  -0.1487  -0.051
O  0.0396  0.052  0.0501
O  0.0104  -0.0167  -0.0423
O  -0.0249  -0.07  0.0242
O  0.0104  0.0493  0.0035
O  0.0002  -0.0567  0.0361
O  -0.0113  -0.0136  0.0365
O  0.0128  0.0514  0.0428
O  0.0814  0.0507  0.04
O  -0.0102  -0.0553  0.0171
O  -0.0552  -0.0432  0.0375
O  -0.0073  0.0038  -0.0184
O  -0.0015  0.0494  -0.0226
O  -0.0253  0.0218  0.0083
O  0.0071  0.037  0.0085
O  0.0155  -0.0513  -0.0029
O  -0.0117  0.0447  -0.0232
O  0.0042  -0.0054  -0.0693
O  0.0301  -0.022  -0.0073
O  -0.0205  -0.0072  -0.0461
O  0.0022  0.0594  -0.0371
O  0.0475  0.0406  -0.0344
O  -0.0557  -0.0339  -0.0002
O  -0.0443  -0.0192  -0.0181
O  0.0322  -0.035  -0.0174
Si  0.0021  0.0272  -0.0017
Si  -0.0052  0.0086  -0.0128
Si  -0.0158  -0.0217  0.0186
Si  -0.0083  0.0004  0.0269
Si  0.0121  0.0217  0.0191
Si  -0.0057  -0.0085  -0.0113
Si  -0.0211  0.0018  -0.0221
Si  0.0112  0.0033  0.0185
Si  0.004  -0.011  -0.0044
Si  -0.0096  -0.0123  -0.0129
Si  0.0325  0.0011  -0.0046
Si  -0.0235  0.0355  0.0144
Si  0.0118  -0.0091  -0.0084
Si  0.0201  0.0002  -0.0013
Si  -0.0416  0.0186  -0.0446
Si  -0.0077  -0.0073  0.0105
Si  -0.0084  -0.0034  0.0176
Si  -0.0291  -0.0102  0.0205
Si  0.0035  -0.0107  0.0136
Si  0.0007  -0.0362  0.0249
Si  0.0281  -0.0227  -0.0287
Si  0.0083  0.0133  0.0122
Si  0.009  -0.0076  -0.0068
Si  -0.0396  -0.0423  -0.0457
Si  -0.0041  -0.0008  0.0254
Si  0.0147  -0.0107  -0.004
Si  0.0227  -0.0013  0.0511
Si  0.0048  0.0055  0.0014
Si  0.0014  -0.0264  0.0023
Si  0.0036  -0.0115  -0.007
Si  -0.0181  -0.0045  -0.0018
Si  -0.0031  0.0271  0.0001
Si  0.0042  0.0154  -0.003
Si  0.0293  0.0219  0.0155
Si  0.0207  0.0095  -0.0001
Si  -0.0041  -0.0036  -0.0069
Si  0.0271  -0.015  0.0244
Si  0.0114  0.0109  -0.021
Si  0.0137  -0.0209  0.0079
O  0.0004  0.0052  -0.0154
O  -0.0085  0.0169  0.0023
O  -0.0018  0.0099  -0.0004
O  0.0488  -0.0292  -0.0232
O  -0.0162  -0.0121  -0.0087
O  -0.0049  0.0051  -0.0079
O  -0.003  0.0051  0.0066
O  -0.0088  0.0066  -0.0052
O  -0.0118  0.0066  0.0114
O  -0.0213  0.0273  -0.0327
O  0.0006  0.0062  -0.0061
O  -0.0159  0.0065  -0.0048
O  -0.0004  -0.0034  -0.0131
O  -0.0008  0.0096  0.0146
O  0.0039  -0.0074  0.0077
O  -0.0339  0.0129  -0.0111
O  0.0026  0.0115  -0.0022
O  0.0077  0.0074  -0.0002
O  0.0119  -0.0062  0.0265
O  0.0002  -0.0176  -0.0004
O  0.0018  -0.0069  0.0057
O  0.0019  -0.0255  -0.012
O  0.0208  0.0395  0.0277
O  0.0039  -0.0063  -0.0164
O  0.0039  0.0118  -0.011
O  0.0176  0.0102  0.001
O  0.0013  -0.0256  0.0027
O  -0.0044  -0.0081  -0.002
O  -0.0033  0.0078  0.0014
O  -0.0094  -0.0071  0.0141
O  0.0072  -0.0083  -0.0178
O  0.0002  -0.0024  -0.0002
O  -0.0162  -0.0109  -0.0081
O  -0.0083  0.0096  -0.0004
O  0.0028  0.0076  -0.0051
O  -0.0174  0.0022  -0.0187
O  -0.0018  0.0048  0.004
O  -0.0001  -0.006  -0.0134
O  0.0201  0.015  0.0089
O  -0.0032  -0.0027  -0.0091
O  0.0142  0.015  0.0229
O  0.017  -0.0194  -0.0297
O  0.004  0.0196  0.0011
O  -0.0084  -0.0134  0.0054
O  -0.0022  -0.0012  0.0008
O  -0.0087  -0.0062  -0.0101
O  -0.0043  0.0058  0.0066
O  -0.0047  -0.0016  -0.0248
O  0.0026  0.0004  0.0041
O  -0.0124  0.0037  -0.0225
O  -0.0051  -0.0162  -0.0191
O  -0.0156  0.0066  -0.0087
O  0.0032  -0.0045  -0.0044
O  -0.066  -0.0367  0.0013
O  -0.0163  0.0074  -0.0179
O  0.0059  0.0052  0.0056
O  0.009  0.0101  -0.0168
O  -0.0094  0.0126  0.0045
O  0.0003  0.0024  -0.0016
O  0.0017  0.0029  0.0094
O  -0.0084  -0.0141  -0.048
O  0.0114  0.0006  0.0108
O  0.0059  0.0032  0.0058
O  0.0031  -0.0107  0.0035
O  -0.0016  -0.0022  0.0012
O  -0.0021  -0.0024  0.016

The program warned: the cutoff lies below the one the program advises for these potential files; the forces do not sum to zero within the program's tolerance; the exchange-correlation potential is rough where the density is thin.
